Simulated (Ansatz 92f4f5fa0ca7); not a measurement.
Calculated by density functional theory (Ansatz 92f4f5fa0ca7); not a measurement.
Periodic cell of 184 atoms, Si120O64, from a study of silicon, its oxide and their interface. The atomic structure is a simulated model.
This geometry differs little from another in the collection (a relaxation step or a small displacement).

Settings
functional: r2SCAN
potential files: Ansatz PAW
basis: plane waves
wave-function cutoff: 800 eV
density cutoff ratio: 5
exchange-correlation grid ratio: 1
k mesh: 1 x 1 x 1, shifted by 0.5 0.5 0 of a step
self-consistency stop: 1e-10 eV per atom in the density residual
occupations: fixed
spin: none
net charge: 0

Cell vectors (angstrom)
a, 10.888, 0, 0
b, 0, 10.888, 0
c, 0, 0, 27.2704

Atoms and the computed forces on them: element, x, y, z (angstrom), force x, y, z (eV/angstrom)
Si, -3.6549, -2.6236, -1.8937, -0.0077, 0.0879, 0.0448
Si, 1.8388, 0.4475, 0.7153, 0.1082, -0.2483, 0.0715
Si, 0.2069, 7.2318, -1.2644, 0.0615, -0.0207, 0.0678
Si, 0.7672, 6.1313, -4.1991, 0.0362, -0.002, -0.0308
Si, 9.2798, -1.2127, -3.5107, -0.1592, -0.0107, -0.1
Si, 5.9411, 1.6649, -0.953, 0.0398, 0.0073, 0.1351
Si, 2.6983, 5.5758, 2.7337, 0.0409, 0.0735, 0.06
Si, 8.4339, 7.7455, 0.0339, -0.1513, -0.0794, 0.1538
Si, 1.7113, 2.6834, 1.0067, -0.1051, -0.0484, 0.0362
Si, 5.0258, 4.5688, -0.2675, -0.0671, -0.0777, 0.0592
Si, 1.8539, 7.3376, 1.3474, 0.1126, 0.1265, 0.089
Si, 3.7382, 8.9548, 1.2613, -0.1893, -0.0176, 0.077
Si, 5.4099, 2.7117, 2.7004, -0.1, 0.0028, 0.031
Si, 9.0052, 3.5764, 1.6527, -0.0479, -0.0558, 0.1644
Si, 6.9374, 6.58, 1.3942, 0.0543, 0.1903, 0.0145
Si, 9.4249, 9.5205, 1.2862, -0.0698, -0.0569, -0.0384
Si, 0.0549, 2.8171, 2.7569, -0.0426, 0.0097, 0.0182
Si, 2.7872, -0.2788, 2.7061, -0.0138, -0.0034, 0.0516
Si, 0.0358, 8.2253, 2.636, -0.0075, 0.041, -0.0067
Si, 3.6961, 3.8779, 1.4945, 0.0254, 0.003, -0.0063
Si, 7.3384, 1.822, 1.5778, 0.0993, 0.0118, 0.0395
Si, 8.2119, -0.0016, 2.7647, 0.0028, 0.0641, 0.0972
Si, 5.5101, 8.049, 2.5738, 0.0562, -0.0255, -0.074
Si, 8.1596, 5.3503, 2.8907, 0.0392, -0.0766, 0.001
Si, 1.3205, 4.225, 4.1291, 0.0278, -0.0012, -0.0517
Si, 4.0647, 1.2778, 3.9922, 0.0202, 0.0197, 0.0114
Si, 1.3277, 9.4989, 4.1409, 0.0398, -0.0313, -0.0013
Si, 4.1632, 6.8045, 4.0874, -0.0595, -0.0369, 0.0198
Si, 6.7151, 4.0503, 4.1812, 0.0692, -0.0084, -0.0164
Si, 9.6799, 1.297, 4.097, -0.0275, -0.0017, -0.0033
Si, 6.7707, 9.5012, 4.0026, 0.0043, 0.0148, 0.009
Si, 9.582, 6.8141, 4.0431, -0.0001, 0.0037, -0.0097
Si, 0.04, -0.0227, 5.5399, -0.0086, 0.0133, 0.0034
Si, 2.7151, 2.7262, 5.3634, -0.0163, -0.0205, -0.032
Si, -0.0228, 5.5037, 5.509, 0.0044, 0.0337, -0.0314
Si, 2.7455, 8.1404, 5.4307, -0.0374, -0.0059, 0.0399
Si, 5.4219, -0.0363, 5.4004, 0.0098, 0.0055, 0.0036
Si, 8.2034, 2.674, 5.3959, -0.0061, 0.0035, 0.0268
Si, 5.427, 5.4428, 5.5372, 0.0238, -0.0189, -0.015
Si, 8.163, 8.1612, 5.3908, 0.0054, -0.0005, -0.0288
Si, 1.4018, 1.3868, 6.8253, -0.0189, -0.0075, -0.0182
Si, 4.0447, 4.0517, 6.8161, 0.0107, 0.0337, -0.0272
Si, 1.3639, 6.8362, 6.8192, 0.0143, 0.0004, 0.0274
Si, 4.0797, 9.517, 6.7944, -0.0096, 0.0078, 0.007
Si, 6.8154, 1.3298, 6.7425, 0.0105, 0.0068, -0.009
Si, 9.513, 4.0757, 6.792, 0.0198, -0.0029, -0.0238
Si, 6.8249, 6.8199, 6.832, 0.0062, 0.0066, -0.0287
Si, 9.4957, 9.5125, 6.8192, 0.0249, -0.0272, -0.0246
Si, -0.0033, 2.7316, 8.1674, 0.0094, -0.0238, 0.0046
Si, 2.749, -0.0063, 8.1795, 0.0089, -0.0073, 0.0116
Si, 0.0153, 8.1958, 8.1833, -0.0162, 0.0134, -0.0112
Si, 2.6767, 5.4439, 8.1548, -0.0096, 0.0314, 0.0122
Si, 5.4617, 2.6875, 8.1237, 0.0044, -0.0009, -0.0083
Si, 8.1328, 0.0033, 8.1581, -0.0014, 0.0048, 0.0143
Si, 5.441, 8.1922, 8.183, -0.0008, -0.0463, -0.0147
Si, 8.1977, 5.4439, 8.1731, -0.0182, -0.0178, 0.0032
Si, 1.3369, 4.1049, 9.5341, -0.0025, 0.01, -0.0059
Si, 4.1346, 1.3254, 9.5268, 0.0146, 0.0296, 0.0032
Si, 1.3682, 9.5498, 9.568, 0.0105, 0.0322, 0.0082
Si, 4.0186, 6.8331, 9.4958, 0.0212, -0.01, -0.0115
Si, 6.8234, 4.0528, 9.478, 0.014, 0.0136, -0.007
Si, 9.5252, 1.337, 9.5126, -0.0135, 0.0144, 0.0117
Si, 6.7679, 9.5872, 9.5581, -0.0204, -0.0596, 0.0171
Si, 9.5543, 6.8313, 9.5317, -0.0071, 0.0091, 0.01
Si, 0.0035, 0.0219, 10.9246, 0.0619, 0.0043, 0.017
Si, 2.7645, 2.7254, 10.7952, -0.0042, 0.0161, 0.013
Si, 0.008, 5.4829, 10.9202, 0.0105, -0.0306, -0.0226
Si, 2.7097, 8.1887, 10.9697, 0.0038, -0.0164, 0.0333
Si, 5.4132, 0.0024, 11.0264, -0.01, 0.0093, -0.0103
Si, 8.1503, 2.6647, 10.8769, -0.0259, 0.032, -0.0044
Si, 5.417, 5.4463, 10.7305, 0.0264, -0.0061, -0.015
Si, 8.1845, 8.2418, 10.839, -0.0242, 0, 0.0295
Si, 1.4031, 1.4568, 12.1973, -0.0636, 0.0111, 0.007
Si, 4.1847, 4.0269, 12.114, 0.0017, 0.0093, -0.0248
Si, 1.4054, 6.7766, 12.3496, -0.0666, 0.031, 0.0018
Si, 7.1194, 9.1308, 15.0063, -0.0214, -0.0519, -0.1346
Si, 6.841, 1.3377, 12.3704, 0.0111, -0.0179, -0.0478
Si, 9.451, 4.1198, 12.169, 0.0041, 0.0043, -0.0691
Si, 6.6656, 6.9232, 12.0179, 0.028, -0.0035, -0.0417
Si, 9.5537, 9.5154, 12.3054, 0.0062, -0.0874, 0.0103
Si, -1.2248, 1.4178, 14.8613, -0.0217, 0.0436, -0.0411
Si, 2.6356, 0.1752, 13.745, 0.0285, -0.0086, 0.0146
Si, -0.1233, 7.9833, 13.709, 0.0303, -0.0495, -0.0587
Si, 2.992, 5.4286, 13.4984, -0.016, -0.0023, 0.0557
Si, 5.4828, 2.7834, 13.6626, 0.0427, 0.0143, -0.0673
Si, 5.3392, -0.2983, 17.1798, -0.0175, 0.0242, -0.0618
Si, 4.0015, 9.5595, 12.4454, 0.0196, 0.0149, -0.0265
Si, 7.8872, 5.4708, 13.2797, -0.0047, -0.0185, -0.0284
Si, 3.2425, 6.2545, 16.9273, -0.0783, -0.0697, -0.0415
Si, 3.9632, 1.6536, 15.0199, -0.0465, -0.0054, -0.0495
Si, 1.0929, 10.3046, 15.3784, 0.0846, -0.0232, -0.0845
Si, 4.6085, 6.3444, 14.9512, -0.0306, -0.0215, -0.1464
Si, 6.3518, 4.6333, 14.8443, -0.0115, 0.0189, -0.0553
Si, 10.8527, 2.7944, 13.4824, 0.0452, -0.001, -0.0164
Si, 8.1925, 10.8359, 13.7504, 0.0332, 0.0634, -0.0082
Si, 9.0806, 6.7196, 14.758, 0.0094, 0.0308, -0.0869
Si, -26.3055, -21.6046, 20.0331, 0.0005, -0.0327, 0.0037
Si, 1.0555, -11.0848, 19.9495, -0.029, 0.0156, 0.012
Si, -8.2448, -1.6947, 17.85, -0.0186, 0.0406, -0.085
Si, 26.6535, -12.2347, 22.1457, 0.0063, -0.0122, 0.014
Si, 1.3694, 12.2689, 22.4489, -0.0099, 0.0353, 0.0047
Si, -8.0603, -0.3065, 24.3456, 0.0781, -0.0507, 0.0529
Si, 6.7726, -0.1329, 24.2873, 0.0388, -0.1037, -0.0382
Si, -18.1946, 10.5786, 26.66, 0.0592, 0.0257, 0.0481
Si, 9.2739, 6.6508, 21.1833, 0.0171, -0.0147, -0.0119
Si, -23.4922, 20.4939, 20.6304, 0.0065, 0.0403, 0.0057
Si, 20.3871, -6.8303, 19.4609, -0.0244, -0.0155, -0.0518
Si, 3.7515, -4.3357, 22.0433, 0.0135, 0.0267, 0.0233
Si, -11.4251, -18.3346, 23.354, 0.0168, -0.0256, 0.0707
Si, 21.9356, -1.4587, 25.2463, -0.0171, 0.1321, 0.1506
Si, -11.1095, 10.859, 27.0734, -0.0139, 0.0209, -0.086
Si, 8.8053, -28.5293, 16.3968, -0.0125, -0.0041, -0.0393
Si, -28.6999, 4.6445, 19.4545, -0.0277, 0.0422, -0.0244
Si, -16.2578, 27.6331, 24.4854, -0.0395, 0.0286, -0.002
Si, -9.3765, 24.5032, 19.9375, 0.016, -0.0435, 0.0063
Si, -4.3215, 14.0936, 20.4609, -0.0134, -0.0121, 0.0158
Si, -14.2068, 4.7459, 22.7526, -0.0217, 0.017, -0.0112
Si, 16.3587, -13.6458, 13.6682, -0.0546, 0.0099, -0.0145
Si, 13.0036, -17.6279, 15.2037, 0.1348, 0.0767, -0.0829
Si, -0.5088, 13.9175, 26.4547, -0.0649, -0.0424, 0.0865
O, 4.0797, -16.2261, -9.1501, 0.0238, -0.0135, 0.0085
O, -11.0247, 0.4574, -11.6181, 0.0154, 0.0425, 0.0024
O, -13.9808, 10.3551, -7.0125, 0.0201, -0.0019, -0.0122
O, 27.8999, -5.3451, 0.4173, -0.0585, -0.1468, 0.0062
O, -20.1605, -12.2563, -2.7858, 0.1257, -0.0385, -0.0728
O, 8.9654, 8.019, -6.8852, -0.0188, -0.0204, -0.0099
O, 4.5396, 16.2091, -1.6152, -0.0124, -0.0017, -0.0061
O, -8.823, 26.9734, -10.8076, -0.0411, -0.0021, 0.0828
O, 21.2832, -11.5519, -7.5156, -0.001, -0.0094, -0.0178
O, -13.4499, 19.2683, -3.1172, 0.0381, 0.0092, -0.0182
O, 8.3574, 0.107, -3.1882, 0.0078, 0.0018, 0.0087
O, 10.0638, 1.4471, -0.6302, -0.0119, -0.0121, 0.0307
O, -1.2646, 5.5378, -7.1934, 0.0167, 0.0133, -0.0018
O, 22.427, 14.524, -12.5212, -0.0409, -0.0058, -0.0677
O, -12.1985, -1.1367, -5.0853, 0.0243, 0.0102, 0.0619
O, -4.5363, 1.6311, -6.5652, 0.0012, 0.0154, 0.0207
O, 2.5349, 29.3887, 17.4946, -0.0076, -0.0122, 0.0265
O, -6.2503, -15.9526, 23.1581, -0.0036, -0.0178, -0.0082
O, 2.2172, -4.2504, 22.5645, -0.0384, 0.0014, 0.012
O, 15.3465, 8.006, 21.8455, 0.0082, -0.0158, -0.0068
O, -11.2478, 6.8923, 22.187, -0.0015, 0.0083, 0.0199
O, -9.6105, 0.0188, 21.5571, 0.013, -0.0339, 0.0369
O, 0.574, 8.8343, 14.936, -0.044, -0.0339, -0.0652
O, -8.8563, 9.5506, 19.3169, 0.005, -0.0187, 0.03
O, 15.5904, 0.8569, 26.9478, -0.0504, 0.0497, -0.0512
O, -1.3865, 5.4856, 15.7687, 0.0145, -0.0169, 0.0863
O, 16.9701, 11.2344, 18.453, 0.0074, 0.0255, 0.0006
O, -15.34, 31.5149, 16.3523, 0.0087, 0.0077, 0.0451
O, 0.5415, 6.4021, 24.6525, 0.0274, -0.047, -0.0678
O, -12.0866, 28.5809, 26.7251, 0.0908, 0.0307, -0.0098
O, -7.1662, 10.136, 23.0839, -0.0891, 0.0432, -0.0206
O, -17.9861, -16.112, 20.7002, 0.0055, -0.0048, -0.008
O, 15.5829, 0.8677, 16.2572, 0.0523, -0.0437, 0.0185
O, -18.7722, 2.8391, 15.6456, 0.0046, 0.0225, 0.0393
O, 7.2109, -9.5509, 27.2653, 0.0631, -0.0185, -0.0203
O, 1.4111, -3.9537, 27.0761, 0.0026, -0.0217, 0.0352
O, -5.7506, -11.5645, 20.6954, -0.0181, -0.0009, -0.0048
O, 8.1613, 18.8113, 15.4565, -0.0249, 0.0271, 0.0467
O, 2.1828, -9.7664, 23.8332, 0.0089, -0.0333, 0.013
O, -9.0658, -0.7864, 16.801, -0.0057, -0.0307, 0.0492
O, -13.6953, -7.4953, 19.8988, 0.0232, 0.0062, -0.004
O, -13.7943, -4.7389, 22.036, -0.0108, 0.0121, 0.0157
O, 16.2278, -17.9921, 19.5616, 0.0307, -0.0015, -0.0136
O, 16.6201, 25.0162, 26.4141, -0.0075, 0.0924, -0.0172
O, 21.13, 25.2538, 24.9444, -0.0015, 0.0298, -0.0766
O, 4.2007, -23.079, 17.7203, 0.0084, -0.0049, 0.0367
O, -1.574, 14.7623, 27.3309, -0.032, 0.062, -0.0753
O, 6.1057, -9.6259, 24.7484, -0.0323, -0.0218, -0.0568
O, -19.7493, -19.282, 21.4704, 0.0006, 0.0053, 0.0066
O, 6.8859, -16.7598, 24.1973, 0.0292, -0.0231, -0.0033
O, -10.9838, -19.8107, 22.8543, -0.0046, 0.0038, -0.0304
O, 23.1835, -9.6474, 19.2543, 0.0111, 0.0165, -0.0094
O, 2.6428, 14.5782, 19.2949, -0.0272, -0.0021, 0.0055
O, -12.7236, 2.6313, 15.7964, -0.0286, -0.0256, 0.0295
O, -4.8923, -14.4409, 24.9192, -0.0285, 0.025, -0.042
O, 7.1848, -6.5371, 16.2572, 0.0104, 0.0042, 0.0625
O, -21.2199, 4.5349, 22.8607, 0.0183, -0.0057, -0.0086
O, 0.9987, 3.3834, 26.9556, 0.0593, 0.0779, 0.0417
O, -15.3057, 3.9693, 21.8733, -0.0006, -0.006, 0.0069
O, 10.8725, -18.4798, 19.8884, -0.0208, 0.0414, 0.0199
O, -12.3607, -6.7847, 17.8687, 0.0132, 0.0134, 0.0039
O, 30.6649, -7.0677, 22.8055, -0.0181, -0.0232, -0.0022
O, -4.3357, 9.7456, 25.5525, -0.0117, 0.0289, 0.0038
O, -4.6683, -44.4714, 22.9773, -0.0023, 0.0096, -0.0385

Results
free energy: -113253.743 eV
free energy less fixed offsets of O -570.45, Si -639.56 eV per atom: 2.257 eV

The program warned: the cutoff lies below the one the program advises for these potential files; the forces do not sum to zero within the program's tolerance; empty levels may hold ghost states of the PAW files; the exchange-correlation potential is rough where the density is thin.
